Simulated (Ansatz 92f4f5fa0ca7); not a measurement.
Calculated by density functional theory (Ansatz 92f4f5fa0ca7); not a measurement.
Periodic cell of 171 atoms, Si99O72, from a study of silicon, its oxide and their interface. The atomic structure is a simulated model.

Settings
functional: r2SCAN
potential files: Ansatz norm-conserving
basis: plane waves
wave-function cutoff: 1300 eV
density cutoff ratio: 4
exchange-correlation grid ratio: 1
k mesh: 2 x 2 x 1, shifted by 0.5 0.5 0.5 of a step
self-consistency stop: 5e-08 eV per atom in the density residual
occupations: Fermi-Dirac, 0.05 eV
spin: none
net charge: 0

Cell vectors (angstrom)
a 11.5403 0 0
b 0 11.5403 0
c -5.9911 -0.8214 22.4137

Atoms: element, x, y, z (angstrom)
Si 1.2117 8.7031 0.4759
Si 1.2743 0.2611 0.5717
Si 1.1259 3.4102 -0.0232
Si 5.1164 7.9847 0.7739
Si 5.1775 -0.501 0.3768
Si 5.0377 4.9333 0.3695
Si 9.0844 7.7551 0.6398
Si 9.059 0.3774 0.2794
Si 8.644 3.5803 0.2545
Si 3.0666 8.052 1.8355
Si 3.2836 0.1954 1.7338
Si 3.0165 4.1704 1.4246
Si 7.0993 7.7338 1.9385
Si 7.0869 0.0188 1.6697
Si 6.8723 4.1075 1.7558
Si 10.9582 8.1548 1.9281
Si 10.8624 0.2536 1.816
Si 10.7726 4.0873 1.3878
Si 3.1495 -1.6414 3.2074
Si 3.2148 2.2518 2.9098
Si 2.988 6.0326 3.0127
Si 7.1123 -1.801 3.1716
Si 6.9153 2.0723 2.9836
Si 7.0161 5.9044 3.2734
Si 10.8651 -1.5709 3.2848
Si 10.8279 2.2626 2.9795
Si 10.8987 6.0341 2.96
Si 1.2495 -1.6301 4.5898
Si 1.2598 2.2042 4.328
Si 1.1662 6.0429 4.4722
Si 5.1115 -1.7358 4.4882
Si 5.0298 2.1684 4.3836
Si 4.9635 6.0631 4.4279
Si 8.965 -1.6841 4.6017
Si 8.904 2.1943 4.3536
Si 9.0386 6.0134 4.4532
Si 1.145 7.9583 5.9475
Si 1.2653 0.3219 5.8257
Si 1.2551 4.0899 5.7508
Si 5.0249 7.9372 5.9484
Si 5.0057 0.2361 5.732
Si 5.0253 4.1174 5.7078
Si 9.0616 7.9067 5.9171
Si 8.9426 0.3111 5.7697
Si 8.9513 4.0894 5.7519
Si 3.0059 8.0026 7.4073
Si 3.1626 0.2533 7.2133
Si 3.1588 4.0638 7.1208
Si 7.1156 7.9691 7.2328
Si 6.9536 0.3652 6.9853
Si 6.9705 4.1144 7.0108
Si 10.8617 7.9415 7.5102
Si 10.8554 0.181 7.1468
Si 10.8849 4.1392 7.1103
Si 2.9642 -1.5011 8.8261
Si 3.2086 2.1717 8.5114
Si 3.0482 5.8912 8.5814
Si 7.0996 -1.438 8.3788
Si 6.9354 2.2257 8.3418
Si 7.106 5.9301 8.4471
Si 10.8155 -1.5186 8.8752
Si 10.8865 2.1603 8.2647
Si 10.8957 5.835 8.787
Si 1.0496 -0.9502 10.4303
Si 1.1937 2.0568 9.6521
Si 1.2726 5.1087 10.0703
Si 5.1779 -1.8387 9.6626
Si 5.1406 2.5062 9.8316
Si 5.1202 6.4961 9.5489
Si 8.7868 -0.8225 9.9433
Si 8.9379 2.203 9.4634
Si 8.8813 5.2409 9.8979
Si 9.7517 4.6709 15.0172
Si 5.4241 12.7522 12.7382
Si 6.8923 -1.3038 12.1964
Si 4.1179 2.255 17.7309
Si 5.2102 4.9396 11.7942
Si 5.0585 6.5457 20.9139
Si 5.8146 2.4128 15.3799
Si 1.1254 3.1482 17.6654
Si 1.766 8.2744 15.8797
Si 3.8951 8.0435 13.9903
Si 6.0702 4.0256 19.5269
Si 0.6743 10.0642 13.5903
Si 8.002 5.5126 12.7719
Si 7.5209 9.4553 16.5817
Si 9.8821 10.7699 15.3437
Si -1.3141 2.128 16.3926
Si 6.8234 7.8634 14.2659
Si -1.5235 -1.7878 18.0533
Si 5.2244 -0.1199 16.6032
Si -0.2439 -0.0188 19.9167
Si 3.1619 8.8078 20.8002
Si 0.5517 3.0172 20.4372
Si 2.5148 5.6727 12.8157
Si 3.4089 -0.5699 14.1275
Si 0.9458 5.4782 15.5002
Si 7.9886 3.8458 17.0702
Si 1.1016 9.2448 18.6688
O 6.9263 3.4425 15.9113
O 1.2521 10.2697 -0.1821
O 6.4976 6.8182 21.6445
O 1.2039 1.7326 -0.3139
O 10.9717 5.7179 14.9598
O -0.903 10.0156 16.564
O 5.1441 -2.1228 -0.109
O -0.6986 -0.474 21.3968
O 4.9535 3.0743 18.8349
O 1.2543 6.8184 16.3459
O 0.2664 1.4873 20.0074
O 3.8699 5.9495 21.9071
O 3.3467 10.3847 21.1917
O 10.4126 3.212 15.2162
O 10.6794 10.4908 13.9562
O -0.4566 8.6858 18.7045
O 4.5188 8.0027 20.3854
O 2.5599 8.2372 22.197
O 2.1025 8.4305 19.6235
O 5.3231 7.2951 14.0782
O 0.8393 9.9101 11.9646
O 1.4668 5.7374 11.5859
O 5.2364 13.1216 11.1883
O 4.0026 12.1584 13.2343
O 1.0804 0.7142 10.6582
O 8.2883 -1.4829 11.3835
O 6.6647 11.716 12.8391
O 4.4344 2.7556 16.1925
O 6.5693 4.7556 12.6507
O 8.909 1.978 -0.0749
O 1.7909 -0.3965 14.1261
O 8.9206 0.8031 10.3756
O 0.9715 8.7407 14.5257
O 8.6188 5.9851 11.3512
O 5.2321 4.0244 10.4436
O 7.0962 8.0708 15.8584
O 5.3577 5.4649 19.7569
O 2.9775 7.2092 12.9786
O 5.2219 6.4491 11.2022
O 9.003 2.5968 17.3722
O 3.9884 -0.5501 15.6465
O 6.2206 0.889 15.7958
O 5.0444 6.5582 -0.1008
O 0.0761 1.9845 17.2058
O 8.9173 3.6181 10.363
O 0.6322 3.8612 19.0419
O 2.5405 2.4257 17.9428
O 5.6094 -1.6061 11.2336
O 1.8705 5.1893 14.2137
O -1.5082 -0.3935 18.9201
O 3.3341 8.087 15.5118
O 8.4901 9.2087 17.8817
O 3.881 -1.9698 13.451
O 5.2446 4.2391 -1.1046
O 8.9933 4.5472 13.6015
O 3.807 4.6961 12.5815
O 5.6982 2.4644 13.7618
O 1.0383 10.7552 19.2547
O 6.1555 10.1887 17.085
O -1.6816 0.7982 15.6097
O 1.6881 9.2516 17.1595
O 4.5766 0.6846 17.8631
O 6.6109 3.3647 20.9128
O 7.2875 4.2612 18.4602
O 6.9226 9.2246 13.4373
O 8.8403 5.0367 16.3391
O 7.9528 4.0859 -1.1853
O 1.2035 4.2567 16.5089
O 8.336 10.2947 15.4417
O 1.1537 3.489 10.4953
O 5.1316 8.1104 9.3214
O 7.8992 6.8246 13.7093

Results
free energy: -45074.516 eV
free energy less fixed offsets of O -463.61, Si -117.95 eV per atom: -17.546 eV
pressure: -1.12 GPa
stress xx, yy, zz, yz, xz, xy (GPa, positive in tension): 0.4, 1.16, 1.81, 0.17, -0.03, -0.46

Forces (eV/angstrom), in the order of the atoms: element, x, y, z
Si 0.1444 0.0484 -0.7243
Si 0.0172 -0.0205 -0.5425
Si -0.0617 -0.0477 -0.4107
Si -0.1515 0.0654 -1.001
Si 0.0319 -0.3162 -0.604
Si -0.0325 0.1372 -0.7863
Si 0.1803 0.3613 -0.5018
Si -0.0097 0.2466 -0.2706
Si -0.188 -0.1896 -0.4071
Si -0.164 0.2068 -0.3301
Si 0.0922 -0.0582 -0.231
Si 0.0865 -0.0784 -0.0006
Si 0.191 0.1112 -0.1638
Si 0.1713 0.0561 -0.2436
Si -0.0017 0.1389 -0.0739
Si -0.0055 -0.0204 -0.1332
Si -0.1013 -0.0773 -0.214
Si 0.0123 -0.2589 -0.1241
Si 0.0087 0.0204 0.2812
Si 0.0521 0.0338 -0.0372
Si 0.0085 -0.0763 -0.0307
Si 0.154 0.0144 0.1951
Si 0.009 -0.1891 0.0545
Si -0.0097 -0.1189 0.1953
Si -0.1483 0.2917 0.1873
Si -0.1515 0.216 0.1056
Si 0.0582 -0.3549 -0.2046
Si 0.0765 -0.1259 0.0444
Si -0.1215 0.0362 -0.0925
Si 0.0869 -0.038 0.1621
Si -0.0368 -0.045 -0.0104
Si -0.0752 0.0247 -0.0411
Si -0.0699 -0.0846 0.0763
Si -0.0301 -0.0616 -0.0923
Si 0.1891 0.0469 -0.3046
Si -0.1011 0.1277 0.0328
Si 0.2189 0.122 0.1049
Si -0.1189 -0.0036 -0.0153
Si -0.0675 0.0588 -0.0766
Si 0.0031 0.0295 0.3337
Si 0.0671 0.0116 0.0107
Si 0.0316 -0.1739 0.0337
Si -0.2501 0.0913 0.1647
Si -0.0583 -0.0435 0.0326
Si 0.1076 -0.0544 0.0377
Si -0.075 -0.0778 -0.2488
Si -0.0051 -0.1735 0.041
Si 0.0703 0.0993 -0.0495
Si 0.1149 0.0086 -0.3693
Si -0.0432 -0.0189 -0.212
Si -0.0918 0.3193 -0.2892
Si -0.02 -0.0271 0.233
Si 0.0139 -0.0939 -0.1938
Si -0.003 -0.0017 -0.2754
Si 0.1327 0.0168 0.3881
Si 0.1402 0.03 0.0483
Si 0.1579 -0.0272 0.3344
Si -0.1533 -0.0976 0.2072
Si -0.1358 0.0316 0.0236
Si -0.105 -0.0223 0.2919
Si -0.0681 -0.0009 0.061
Si 0.089 -0.024 0.2697
Si 0.0082 -0.0845 0.0711
Si 0.0557 0.1706 0.2641
Si -0.2238 0.0521 0.8325
Si 0.0463 0.0206 0.7462
Si 0.1849 -0.011 0.1369
Si 0.1127 -0.4368 0.6216
Si 0.0518 0.3526 0.1611
Si -0.2072 0.2592 0.5728
Si 0.044 0.0772 1.0654
Si -0.1627 -0.1772 0.7514
Si 0.1468 0.0861 -0.009
Si -0.0286 0.1465 0.575
Si -0.207 -0.1211 0.3433
Si -0.078 -0.2019 -0.1787
Si -0.0374 0.0766 0.5942
Si 0.0115 0.0624 -0.2321
Si 0.0815 0.1209 0.0491
Si -0.0366 -0.1062 -0.2126
Si 0.0393 -0.1746 0.3519
Si 0.1261 -0.0618 0.2796
Si -0.0263 -0.1194 -0.6491
Si 0.0232 0.0263 0.5869
Si 0.1943 0.0042 0.5648
Si -0.1758 -0.1259 0.2038
Si 0.0206 0.1381 0.0273
Si 0.0461 -0.0559 -0.0269
Si -0.0118 -0.2299 0.4282
Si -0.066 -0.2884 -0.0101
Si 0.0989 -0.0756 0.2243
Si 0.1254 -0.1181 -0.5277
Si -0.2442 -0.0591 -0.3442
Si 0.0172 0.0726 -0.4858
Si -0.0617 0.0951 0.4815
Si 0.051 0.0647 0.3236
Si -0.2121 0.0414 0.1276
Si 0.0428 -0.0057 -0.0118
Si -0.1246 -0.0456 -0.2229
O -0.0266 -0.1404 0.0707
O -0.0739 -0.2153 0.7257
O -0.2606 0.2177 0.1901
O 0.0684 0.2868 0.6378
O 0.0427 -0.2694 0.0871
O -0.2616 0.1178 0.0977
O 0.0755 0.363 0.7684
O 0.0146 -0.2145 0.2674
O 0.2187 0.1412 0.1708
O 0.0911 0.1069 -0.3261
O -0.0019 0.186 0.1914
O -0.1968 0.3458 0.2578
O -0.1577 -0.0763 0.5078
O -0.1566 0.1742 0.2274
O 0.2208 -0.0613 -0.0574
O 0.1703 0.5417 -0.1113
O -0.0824 -0.1887 0.3458
O 0.1838 -0.3648 -0.0717
O 0.2755 0.3156 0.3882
O 0.0064 0.2586 -0.1603
O 0.1484 0.3323 -0.7355
O -0.0156 -0.2267 -0.5162
O -0.0176 0.3487 -0.5581
O 0.2365 -0.1067 -0.1094
O 0.1388 -0.2996 -0.5719
O 0.0942 0.2349 -0.4188
O -0.0602 -0.1758 -0.3117
O 0.2681 -0.2089 0.1392
O -0.1822 0.1741 -0.3936
O -0.1474 0.2931 0.2622
O -0.0398 -0.361 -0.2651
O -0.1096 -0.3548 -0.7084
O 0.0587 0.2407 -0.2753
O 0.0405 -0.2963 -0.3264
O -0.0623 -0.0779 0.0447
O 0.0398 0.2752 -0.3123
O -0.0212 0.0557 0.4135
O 0.0169 -0.1149 -0.0281
O -0.0673 -0.3909 -0.4353
O 0.0658 0.2005 -0.2579
O 0.0582 0.0734 -0.3089
O -0.2878 0.1338 -0.0238
O 0.0156 -0.4635 0.8364
O -0.0764 0.2942 0.0173
O -0.0753 0.2847 -0.72
O 0.0319 -0.4132 0.289
O -0.0185 0.1321 0.0413
O -0.0145 0.0484 -0.3504
O 0.0926 0.1879 -0.3291
O 0.3436 -0.0965 0.1817
O -0.1801 0.0593 -0.4111
O 0.2122 0.2399 -0.3292
O -0.0477 -0.0071 0.0552
O 0.1591 0.0916 0.4375
O -0.1802 0.231 -0.1344
O 0.2536 0.1652 -0.3311
O -0.0542 -0.3549 -0.1472
O -0.3039 -0.1036 0.2861
O 0.1095 0.1081 -0.2902
O 0.0266 -0.1703 0.0849
O -0.1592 -0.0695 0.0601
O 0.0029 0.2413 -0.3071
O -0.0307 -0.3393 0.5175
O -0.2244 -0.1227 0.179
O -0.0605 0.1744 -0.275
O 0.02 -0.4096 -0.1744
O 0.1522 -0.172 0.457
O -0.0626 -0.0699 0.1293
O 0.1616 -0.0857 0.1742
O 0.1793 0.3947 -0.6333
O -0.0835 -0.2866 0.3141
O -0.1761 -0.1253 -0.2426

The program warned: the forces do not sum to zero within the program's tolerance.
